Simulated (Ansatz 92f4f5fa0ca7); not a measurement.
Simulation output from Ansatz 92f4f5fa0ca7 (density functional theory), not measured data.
Periodic cell of 220 atoms, Si132O88, from a study of silicon, its oxide and their interface. The atomic structure is a simulated model.

Settings: functional r2SCAN; potential files Ansatz norm-conserving; basis plane waves; wave-function cutoff 1300 eV; density cutoff ratio 4; exchange-correlation grid ratio 1; k mesh 2 x 2 x 1, shifted by 0.5 0.5 0.5 of a step; self-consistency stop 5e-08 eV per atom in the density residual; occupations Fermi-Dirac, 0.05 eV; spin none; net charge 0.

Cell vectors (angstrom)
a  10.888  0  0
b  0  10.888  0
c  0  0  31.7229

Atoms and the computed forces on them: element, x, y, z (angstrom), force x, y, z (eV/angstrom)
Si  2.8758  2.2778  -1.0268  0.0451  0.0369  0.115
Si  1.0868  1.2138  1.2771  -0.0585  -0.0541  -0.0443
Si  -0.9974  4.1907  1.3271  -0.055  0.0248  0.0179
Si  2.5756  8.3592  0.0997  -0.0139  0.0466  0.1025
Si  5.1034  0.709  -1.9294  0.0006  0.0141  0.0741
Si  8.7245  1.7588  -0.278  -0.017  -0.0837  0.0216
Si  6.0199  5.2839  -0.0347  0.098  -0.0595  0.1233
Si  7.531  8.7524  0.1443  0.0373  0.0106  0.0928
Si  -0.4749  0.0567  -0.1227  -0.0714  -0.0443  0.0525
Si  4.4677  3.9519  1.0172  -0.0417  0.1051  -0.0675
Si  0.0535  5.7208  -0.1318  -0.0281  0.0365  0.0635
Si  4.1006  9.63  1.3197  0.0001  -0.0422  0.0151
Si  6.9782  1.2498  1.3053  -0.0416  0.0031  -0.0067
Si  12.0904  7.0574  1.4213  -0.0246  0.0054  -0.018
Si  6.8802  6.8839  1.3979  0.0262  0.0348  -0.0045
Si  9.3352  9.5577  1.4056  -0.0452  -0.067  -0.0445
Si  0.0586  2.7203  2.8034  -0.0064  0.0069  -0.0122
Si  2.6867  0.0662  2.6388  -0.0105  0.0072  -0.0053
Si  -0.1806  8.2606  2.7799  0.0192  0.0305  -0.0048
Si  2.4909  5.5977  2.7496  -0.0732  0.0017  -0.0634
Si  5.5821  2.6665  2.6087  0.0505  -0.0153  0.0403
Si  8.1488  0.0138  2.8622  0.0249  0.0344  -0.0186
Si  5.3549  8.1385  2.7126  -0.0194  0.0073  -0.0643
Si  8.2991  5.4685  2.6451  0.0382  0.0059  0.0283
Si  1.3524  4.1118  4.17  0.0471  -0.0086  0.0157
Si  4.0944  1.4138  3.996  -0.0173  -0.0275  0.0008
Si  1.3333  9.5741  4.0367  -0.0361  -0.0124  0.0033
Si  4.0281  6.7951  4.0809  -0.049  -0.0206  0.0044
Si  6.8652  4.1021  3.9787  0.0074  0.0298  -0.0202
Si  9.5269  1.4012  4.1448  -0.0307  -0.0061  0.0054
Si  6.7379  9.4978  4.1074  0.0384  -0.0204  -0.0237
Si  9.5043  6.8054  4.1522  0.0082  -0.0302  -0.001
Si  0.0197  0.0246  5.4548  -0.0086  -0.0251  -0.0068
Si  2.7804  2.7497  5.4451  0.014  0.0302  -0.0078
Si  -0.0197  5.4516  5.514  -0.0184  -0.0003  0.0022
Si  2.6693  8.1773  5.4218  -0.0141  0.0087  -0.0225
Si  5.3914  0.0209  5.4219  -0.0115  -0.0021  -0.0184
Si  8.1479  2.7681  5.4479  -0.0156  -0.0091  0.0028
Si  5.4625  5.4293  5.3712  0.0196  -0.0124  0.0142
Si  8.121  8.1627  5.4802  -0.0066  0.0013  0.0108
Si  1.3975  1.3653  6.7936  0.0021  -0.0183  -0.0171
Si  4.1463  4.0922  6.7984  -0.0013  -0.0073  -0.0044
Si  1.3638  6.8143  6.8368  -0.0279  -0.0148  -0.0122
Si  4.0382  9.5364  6.7795  0.018  0.0021  -0.0147
Si  6.791  1.3736  6.7835  0.0017  -0.0033  0.0041
Si  9.5053  4.078  6.843  0.0061  0.0346  0.005
Si  6.7693  6.7814  6.8075  0.007  0.0048  -0.0019
Si  9.5366  9.5309  6.8006  -0.0022  -0.0075  0.0011
Si  0.0037  2.6834  8.1513  -0.0018  -0.0044  0.0067
Si  2.708  -0.0174  8.1801  -0.0209  0.0007  -0.012
Si  -0.0039  8.1711  8.1903  -0.0006  0.0047  -0.0198
Si  2.7692  5.4429  8.1542  0.0391  0.0214  0.0201
Si  5.4633  2.7198  8.1875  -0.0093  0.0127  -0.0032
Si  8.1723  0.0152  8.1469  0.0046  0.0028  -0.0026
Si  5.4044  8.1751  8.1359  -0.0081  -0.0265  0.0158
Si  8.1545  5.4488  8.1801  0.0077  0.0149  0.012
Si  1.3971  4.0347  9.4563  -0.0156  -0.0428  0.024
Si  4.0836  1.335  9.5149  0.0335  -0.0198  -0.0105
Si  1.3616  9.5109  9.5721  -0.0028  -0.0085  -0.0321
Si  4.0776  6.8351  9.5488  -0.0261  -0.0086  0.022
Si  6.8419  4.0716  9.5481  0.016  -0.0052  -0.0023
Si  9.5613  1.3133  9.558  -0.0013  -0.0121  0.0065
Si  6.8001  9.5249  9.4737  -0.0336  0.009  0.0027
Si  9.5169  6.8116  9.5383  -0.0136  -0.0016  -0.0272
Si  -0.0111  -0.0886  10.9774  0.0135  -0.0108  0.0285
Si  2.6829  2.6376  10.8647  0.0216  0.0049  -0.0115
Si  0.0537  5.3994  10.7816  -0.0286  0.0294  0.0123
Si  2.6967  8.1562  10.9698  0.0216  0.0317  -0.0035
Si  5.4432  -0.031  10.8618  0.0065  0.0205  0.0055
Si  8.222  2.7021  10.9021  -0.0632  0.0345  0.0002
Si  5.4943  5.4869  10.8546  0.0122  -0.0265  -0.0008
Si  8.139  8.1997  10.8762  0.0085  -0.0046  0.0053
Si  1.3702  1.2616  12.3244  0.0061  0  -0.0226
Si  4.0777  4.085  12.0554  -0.0067  -0.0057  -0.0379
Si  1.2993  6.7263  12.2575  0.0176  0.0169  -0.0791
Si  4.1273  9.5134  12.2941  -0.0454  -0.0312  -0.0196
Si  8.1736  0.0095  13.676  0.0217  0.0201  0.0172
Si  9.6398  4.074  12.2022  -0.0055  0.033  -0.0172
Si  6.8436  6.8285  12.2769  0.0078  -0.0392  -0.0066
Si  9.4992  9.4309  12.3717  0.0457  0.0178  -0.0536
Si  1.7439  3.8422  14.8919  -0.0441  -0.0288  -0.0598
Si  2.9126  0.0689  13.715  0.0073  -0.0395  -0.0207
Si  -0.7771  10.4701  17.0584  0.0099  0.0267  -0.0154
Si  2.7674  5.3863  13.4713  -0.0095  0.0224  0.0412
Si  5.5105  2.8328  13.3758  0.0404  0.057  0.081
Si  6.838  1.3043  12.2031  0.0098  -0.0281  0.0109
Si  5.5102  8.1907  13.6839  0.0239  0.0483  0.0233
Si  7.4622  4.0852  15.3828  0.0514  0.0212  -0.0373
Si  0.0806  2.7361  13.6281  0.0175  -0.001  0.0031
Si  4.0756  1.7703  14.8293  -0.0123  0.0958  -0.0464
Si  -0.5044  7.5283  13.5706  -0.0093  -0.0262  0.0647
Si  5.4046  5.2181  17.2434  -0.0423  -0.0331  -0.017
Si  8.6749  5.8472  13.4181  0.0633  0.0821  0.0921
Si  9.3707  1.6316  14.9248  -0.0383  0.0264  0.0437
Si  8.1545  8.4447  16.6759  0.026  0.0573  -0.0911
Si  6.8472  9.5701  15.0932  -0.1106  -0.0468  -0.0597
Si  27.1584  -12.0657  22.1929  0.0213  0.0206  -0.0694
Si  -6.2097  -0.4571  26.9487  -0.0269  -0.0306  0.1021
Si  1.4868  21.2452  26.8494  -0.0121  -0.054  0.1267
Si  19.8671  18.2526  20.8598  0.0079  -0.0527  -0.0966
Si  7.1309  5.0512  24.9984  0.0221  0.0145  0.0747
Si  9.3757  4.961  19.274  0.0106  0.0452  -0.1401
Si  0.2903  12.8221  25.0473  0.0319  -0.0233  0.0727
Si  12.4102  21.0362  18.7657  -0.0265  -0.0313  -0.1445
Si  -15.9021  10.5013  31.7713  0.0748  0.0199  -0.008
Si  -4.0683  7.0874  22.7919  0.0388  -0.0222  -0.0642
Si  5.1057  4.8441  21.6575  -0.0458  -0.002  -0.113
Si  15.6362  -14.235  27.392  0.0057  -0.0073  0.0691
Si  4.1759  17.5269  29.9371  -0.048  0.0187  0.1097
Si  2.874  20.0708  16.2263  0.0042  -0.0364  -0.0876
Si  12.4966  0.6765  22.6578  0.0167  0.0055  -0.0699
Si  3.0371  1.6263  20.0118  -0.0154  0.0439  -0.1116
Si  -8.9458  15.5221  29.1691  -0.0301  -0.0109  0.1247
Si  7.3502  5.6821  27.8029  0.0226  0.0285  0.1741
Si  2.1872  18.3848  25.7338  0.0063  0.0114  0.0692
Si  5.5078  21.6031  16.6835  0.0408  -0.0658  -0.0283
Si  7.6058  24.6594  20.9202  0.0304  0.0192  -0.0884
Si  14.8862  -14.9769  14.8408  -0.0266  -0.0037  -0.0468
Si  21.1979  18.6553  15.9455  0.001  -0.0112  0.0732
Si  -3.9101  3.1779  29.728  0.0109  0.019  0.0985
Si  -10.4285  31.0191  21.3771  -0.01  -0.0298  -0.1163
Si  0.479  -1.2593  29.7687  -0.0883  -0.041  0.104
Si  -6.5268  3.8602  24.5338  -0.0279  0.0004  0.0098
Si  -7.6601  15.3775  19.1642  -0.0078  0.0345  -0.1791
Si  -8.2192  -1.9893  23.1152  -0.0126  -0.0414  0.0122
Si  12.506  37.2954  26.0398  -0.0162  0.0534  0.0935
Si  16.8115  -21.1495  19.7282  -0.0428  0.0229  -0.0958
Si  11.7171  16.2485  17.5574  0.0236  -0.0144  -0.0761
Si  -3.4564  -14.7753  18.3481  -0.0529  -0.0728  0.0456
Si  -1.7631  18.3466  29.7423  0.0281  -0.004  0.0915
Si  19.2119  2.5162  23.8381  0.0054  -0.0067  -0.034
Si  5.5485  11.9922  24.4117  -0.0123  0.0004  0.0301
O  -11.4058  -13.3695  -2.4155  0.0211  0.0144  -0.0557
O  -1.0304  -4.774  -11.4038  -0.0167  0.0321  0.0523
O  5.2254  -11.0034  -3.3008  0.0035  -0.0101  -0.0444
O  -8.4908  10.4489  -8.1778  0.0066  0.0081  0.008
O  -2.4226  6.5814  -3.1603  -0.0533  -0.0299  -0.0782
O  4.0663  13.9391  -0.2707  -0.1376  -0.1057  -0.0822
O  14.8317  -1.9354  -9.6009  -0.0026  0.0094  0.008
O  -10.2614  14.296  -6.0813  -0.0125  -0.0385  -0.0345
O  13.0097  5.5188  -13.1784  0.042  -0.0088  0.0607
O  31.4162  6.4889  -0.7836  -0.0317  0.0116  -0.0378
O  16.5943  26.1111  -6.4156  0.0083  0.0005  -0.0097
O  -13.8271  27.1104  -5.3707  -0.0158  -0.0186  -0.0895
O  22.6702  16.06  -1.4336  0.0364  -0.0259  -0.0692
O  9.3893  14.0405  0.1771  0.0831  0.0791  0.0173
O  -3.1113  7.677  19.7952  0.0426  0.0109  0.0133
O  6.2726  3.7454  21.3229  -0.014  0.0095  0.0319
O  4.846  1.2209  16.1649  -0.0122  0.0151  0.0467
O  2.5273  11.369  19.0069  0.0098  0.019  0.0512
O  4.7615  16.7765  15.9381  0.019  -0.0339  0.0069
O  5.8129  -0.6495  20.7256  -0.0055  -0.0331  0.0686
O  13.2114  -0.7197  15.0581  -0.0308  -0.0087  0.0165
O  15.2291  18.7699  28.9304  0.0027  -0.018  -0.051
O  16.7016  6.2844  21.8172  0.0041  0.0112  0.0132
O  1.3695  -1.672  20.0514  -0.0082  -0.0053  0.0707
O  -0.0669  -12.4494  16.1387  0.0539  -0.0373  -0.0714
O  12.3443  15.6261  27.6501  -0.0049  0.0075  -0.0921
O  10.6419  4.4915  18.4068  -0.0473  0.0043  0.0803
O  33.9703  -13.4308  22.4271  0.0195  0.0146  0.0226
O  2.5278  3.0695  19.4946  0.0056  -0.058  0.0518
O  3.0777  10.6667  26.8725  0.0171  0.0146  -0.0189
O  -3.9566  14.9229  31.1187  -0.0027  -0.0028  -0.0131
O  19.2498  -5.4935  15.0077  -0.0183  -0.0062  0.008
O  1.1898  15.3796  16.2579  0.0276  0.0099  0.0338
O  16.3106  -21.3499  25.8554  0.0267  0.0284  -0.0421
O  -13.1072  -22.8117  17.447  0.0121  -0.025  0.1097
O  2.5347  1.3455  21.519  -0.0296  -0.03  0.0623
O  8.4313  2.3913  22.227  0.0093  -0.0111  0.0544
O  3.0807  15.1414  25.4354  0.028  -0.0165  -0.027
O  -5.1838  23.9813  29.494  -0.0414  0.0148  -0.0681
O  16.8474  6.4784  27.4861  0.0011  -0.0191  -0.0294
O  34.0185  19.7  26.2708  -0.0024  0.0037  -0.037
O  21.8532  -11.0211  18.3857  0.0248  -0.0012  0.0063
O  18.0116  15.1386  28.5368  -0.0134  0.0201  -0.0742
O  4.3732  20.4457  16.6814  0.0105  0.0356  0.0406
O  39.7019  23.4675  24.3303  0.0107  0.0004  0.0033
O  6.6131  15.1646  16.7308  -0.0318  -0.0059  0.0269
O  -14.5866  1.5639  20.0804  0.0212  0.0118  0.0308
O  -8.0257  -3.2094  15.6357  0.0017  0.018  -0.001
O  5.309  10.9614  23.2025  0.0046  0.008  0.0115
O  18.8423  -2.4743  30.3136  0.0124  -0.002  0.0106
O  -6.4661  34.9228  24.328  0.0107  -0.0047  -0.0165
O  5.1302  19.7927  26.6419  -0.0022  0.0278  -0.0372
O  -4.4421  19.539  22.78  -0.0074  0.0141  0.0235
O  -11.7262  11.8463  16.2386  -0.0027  0.0116  -0.0158
O  -7.942  -13.8248  24.3758  0.0155  0.0194  -0.0291
O  14.8723  15.8794  20.5002  0.0559  0.0092  0.1099
O  30.1179  13.6385  15.5374  0.0278  -0.0498  -0.0357
O  6.7983  17.3432  24.2694  -0.0075  -0.0017  0.023
O  8.6194  14.6458  20.0135  -0.0277  -0.0442  0.0702
O  0.913  21.2523  28.3829  0.0517  -0.0003  -0.0804
O  9.6029  -8.9529  24.6466  -0.0127  0.0083  -0.0105
O  19.2224  17.8263  22.263  -0.0221  0.0014  0.0537
O  0.6993  22.4325  26.0189  -0.0287  0.0476  -0.0869
O  1.2747  6.1567  25.5197  0.0015  -0.0197  -0.0258
O  -7.3804  11.7876  30.1412  0.0325  -0.0317  -0.0311
O  -10.6752  6.7676  17.0035  -0.0295  0.0346  -0.0031
O  2.0581  9.2068  17.5944  -0.0364  0.0333  0.0589
O  -2.5075  16.5736  18.2288  -0.0142  0.061  0.0388
O  -4.9696  6.4081  18.2303  0.0833  0.0122  0.0246
O  4.6415  1.5883  19.957  0.011  -0.0107  0.0359
O  12.6078  2.1125  31.7859  0.1086  0.0366  -0.0064
O  -4.8725  10.9722  18.203  -0.0059  0.013  0.0483
O  -7.4987  6.9917  26.7079  -0.0254  -0.0107  -0.047
O  35.7688  4.6222  33.2999  0.0463  -0.0153  0.0416
O  -10.5131  21.6575  21.9361  0.0048  0.0213  0.0378
O  4.3377  15.3914  23.0448  0.0009  -0.0096  0.0214
O  3.5036  7.1209  31.3003  0.0478  -0.0327  -0.0881
O  -35.3486  13.0012  29.9233  0.0009  0.0117  -0.0579
O  13.773  2.7669  15.3568  0.0575  -0.075  0.0582
O  -4.4062  3.9485  14.1068  -0.0591  -0.0206  -0.0816
O  -30.4007  3.081  29.451  0.0063  0.0315  -0.0353
O  -5.2594  16.9462  30.2995  -0.0032  0.0428  -0.0527
O  -6.531  4.2871  18.0194  -0.0098  0.009  0.0411
O  8.0729  25.8713  24.1063  -0.0059  -0.01  0.0077
O  11.9971  12.7047  23.6565  -0.0048  0.0099  -0.0004
O  -7.5731  5.4616  29.2827  0.0138  0.0104  -0.0113
O  9.8868  8.6706  21.0766  0.0137  0.0082  0.0346
O  1.7876  8.9962  30.5255  0.0249  0.0105  -0.0157

Results
free energy: -56404.688 eV
free energy less fixed offsets of O -463.61, Si -117.95 eV per atom: -37.608 eV
pressure: 0.27 GPa
stress xx, yy, zz, yz, xz, xy (GPa, positive in tension): -0.89, 0.05, 0.03, -0.48, 0.38, -0.55
